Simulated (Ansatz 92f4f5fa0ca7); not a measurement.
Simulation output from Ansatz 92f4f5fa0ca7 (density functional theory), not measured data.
Periodic cell of 220 atoms, Si132O88, from a study of silicon, its oxide and their interface. The atomic structure is a simulated model.
This geometry differs little from another in the collection (a relaxation step or a small displacement).

Settings: functional r2SCAN; potential files Ansatz PAW; basis plane waves; wave-function cutoff 800 eV; density cutoff ratio 5; exchange-correlation grid ratio 1; k mesh 1 x 1 x 1, shifted by 0.5 0.5 0 of a step; self-consistency stop 1e-10 eV per atom in the density residual; occupations fixed; spin none; net charge 0.

Cell vectors (angstrom)
a, 10.88, 0, 0
b, 0, 10.88, 0
c, 0, 0, 31.9998

Atoms: element, x, y, z (angstrom)
Si, 0.1699, -0.9554, -0.3617
Si, 2.7438, 2.4128, 0.0071
Si, 1.0268, 3.2154, -1.3259
Si, 2.0779, 7.6447, -0.1072
Si, 4.655, 0.0811, -0.2578
Si, 8.461, 4.1415, 0.4902
Si, 4.7924, 6.2271, -0.685
Si, 7.8993, 8.105, -0.1881
Si, 1.5468, 1.2158, 1.5454
Si, 3.9373, 3.9925, 1.1775
Si, 0.9103, 6.2149, 1.2695
Si, 3.868, 9.6388, 1.5091
Si, 6.9018, 1.522, 1.3469
Si, 10.762, 4.137, 0.6184
Si, 6.337, 6.9518, 1.0527
Si, 9.3607, 9.3524, 1.1231
Si, 0.121, 2.7287, 2.5338
Si, 2.7317, 0.0009, 3.039
Si, -0.1801, 7.9531, 2.5121
Si, 2.6921, 5.4086, 2.5874
Si, 5.3502, 2.7286, 2.6244
Si, 8.2495, 0.028, 2.5313
Si, 5.3895, 8.3257, 2.6408
Si, 7.7484, 5.4708, 2.3425
Si, 1.4383, 4.0141, 3.9937
Si, 4.1414, 1.4095, 4.1522
Si, 1.2092, 9.363, 3.956
Si, 4.0311, 6.851, 3.9075
Si, 6.6873, 4.1049, 3.9326
Si, 9.5355, 1.4333, 3.8779
Si, 6.871, 9.5834, 3.9384
Si, 9.3181, 6.6608, 3.8306
Si, -0.0468, -0.0038, 5.2503
Si, 2.7322, 2.7208, 5.4408
Si, -0.0534, 5.3832, 5.22
Si, 2.6538, 8.1061, 5.3158
Si, 5.5203, -0.0012, 5.3759
Si, 8.13, 2.7435, 5.2483
Si, 5.375, 5.4774, 5.2903
Si, 8.1503, 8.1334, 5.267
Si, 1.3404, 1.284, 6.6583
Si, 4.0902, 4.1119, 6.715
Si, 1.3145, 6.7355, 6.6542
Si, 4.0756, 9.4837, 6.6216
Si, 6.8564, 1.3808, 6.7023
Si, 9.5226, 4.0401, 6.628
Si, 6.7795, 6.8119, 6.62
Si, 9.5118, 9.52, 6.6391
Si, -0.0065, 2.6626, 8.0007
Si, 2.723, -0.0606, 7.9884
Si, 0.027, 8.1809, 7.9934
Si, 2.7098, 5.4174, 8.0589
Si, 5.4785, 2.7483, 8.0324
Si, 8.1928, -0.0092, 8.0559
Si, 5.4448, 8.1504, 7.994
Si, 8.189, 5.4688, 7.9418
Si, 1.3735, 3.9919, 9.3678
Si, 4.0906, 1.3098, 9.2882
Si, 1.4236, 9.4641, 9.4102
Si, 4.1229, 6.7925, 9.3671
Si, 6.8512, 4.1565, 9.3363
Si, 9.5531, 1.3431, 9.4341
Si, 6.8212, 9.4813, 9.3688
Si, 9.5443, 6.8208, 9.3173
Si, 0.0738, -0.0406, 10.7683
Si, 2.7791, 2.6201, 10.7026
Si, 0.0348, 5.4412, 10.6331
Si, 2.8029, 8.0818, 10.7786
Si, 5.4104, -0.0519, 10.6563
Si, 8.1865, 2.8266, 10.6983
Si, 5.541, 5.5102, 10.7489
Si, 8.1963, 8.1222, 10.7437
Si, 1.4539, 1.2936, 12.1438
Si, 4.2077, 4.017, 11.9332
Si, 1.5466, 6.5306, 12.0474
Si, 4.1908, 9.4297, 12.1234
Si, 6.7035, 1.4476, 11.8769
Si, 9.5628, 4.2251, 12.0582
Si, 6.9196, 6.8019, 12.2417
Si, 9.5369, 9.4965, 12.0879
Si, 0.1011, 2.8658, 13.2688
Si, 2.7619, -0.1984, 13.4732
Si, 0.5484, 7.5675, 13.825
Si, 2.8218, 5.0791, 13.4264
Si, 5.5583, 2.8324, 13.3832
Si, 8.1693, 0.2047, 13.0871
Si, 5.713, 8.2955, 13.6012
Si, 8.3378, 5.5143, 13.6587
Si, 1.3157, 4.0056, 14.8949
Si, 4.1382, 0.8021, 15.0295
Si, 1.9475, 9.0215, 14.9526
Si, 4.4086, 7.2137, 15.2338
Si, 7.2126, 3.7869, 14.712
Si, 9.3862, 1.6723, 14.3692
Si, 6.8211, 10.0975, 14.6376
Si, 11.3104, 6.0259, 15.7455
Si, 6.5292, 8.8429, 18.7745
Si, -2.6456, -1.521, 16.3102
Si, 1.4408, 6.5962, 18.7405
Si, 2.1326, 1.7702, 17.1199
Si, -0.4977, -4.9257, 24.8536
Si, 5.6229, 5.0885, 17.1768
Si, 7.2489, -12.1606, 24.2852
Si, -0.0633, 10.7684, 16.5814
Si, 7.8153, -4.6792, 18.8188
Si, 3.8933, 7.8494, 19.8626
Si, 5.801, -2.2546, 26.8059
Si, 10.1358, 0.6335, 26.9839
Si, 3.2462, 5.1287, 20.4481
Si, 10.0607, -0.7429, 24.4818
Si, 5.3668, 0.5966, 22.6934
Si, -0.8531, 6.0379, 20.7326
Si, -1.7746, 6.4669, 15.8471
Si, 12.6615, 10.6804, 23.5277
Si, 9.0265, 7.6567, 23.2074
Si, 4.2067, 13.8735, 18.8318
Si, 4.91, 2.5551, 24.967
Si, 2.4799, 4.0341, 25.1272
Si, -7.1694, -0.5599, 21.49
Si, 1.164, 5.0447, 22.6896
Si, 1.5029, 6.5788, 26.7967
Si, 2.8487, 9.3124, 25.9672
Si, 5.6438, 0.6528, 19.8764
Si, 11.4275, 4.7647, 28.9087
Si, 7.9713, 12.082, 28.7984
Si, -0.1848, 1.4087, 29.6814
Si, 3.0309, 1.3681, 25.6934
Si, 20.7616, -7.3551, 26.4631
Si, -4.0088, 14.2893, 27.1544
Si, 6.306, 9.8196, 29.6895
Si, 6.2157, 6.0385, 28.447
Si, 8.7029, 5.869, 30.116
O, -0.3346, -0.0358, -1.5858
O, 1.0747, -0.0117, 0.5665
O, 4.6306, 4.6975, -0.1606
O, -0.0152, 6.7044, -5.793
O, -0.7388, 5.4451, -2.4104
O, -6.8136, 3.9463, -7.216
O, 1.098, 8.6816, -0.9304
O, 3.345, 6.9815, -0.8939
O, 3.7664, 1.352, -0.7326
O, 6.2755, 2.8791, -6.2416
O, 5.8017, -3.7872, -4.6991
O, 2.7395, 8.5333, 1.07
O, 7.7714, 6.2291, -3.1464
O, 7.9613, 4.7403, -0.9667
O, 8.9991, 7.1203, -0.9023
O, 7.836, 13.5118, 0.5785
O, 3.7728, 5.9893, 14.4006
O, -5.3111, 0.0755, 15.3079
O, 6.624, 10.3645, 19.3237
O, -0.5582, 0.7658, 15.3345
O, 3.25, 8.2922, 15.6634
O, 2.4457, 7.8213, 19.1164
O, 1.1736, 17.4027, 17.1491
O, 6.4523, 5.388, 18.5362
O, 8.3231, 2.6459, 15.1773
O, 6.5418, 4.3434, 16.0858
O, 8.5179, -4.6552, 17.3522
O, 11.8364, -1.2783, 16.1213
O, 3.2793, 11.7422, 16.4056
O, 5.474, 12.8431, 18.9352
O, 15.3534, 13.1881, 14.525
O, 8.9305, 8.0697, 15.6204
O, -0.6196, 8.6236, 13.2794
O, 5.0551, 6.4853, 16.5512
O, 4.4627, 4.0679, 17.6425
O, -3.853, -2.0043, 17.2585
O, -1.449, 10.1226, 17.1635
O, 0.8109, 11.7753, 17.5105
O, 2.791, 2.2952, 18.4879
O, 1.7545, 2.9873, 16.1117
O, 3.8937, -2.1568, 21.2266
O, 9.9928, 1.9677, 26.0732
O, 10.1324, -2.2381, 23.886
O, 2.154, 5.2245, 19.241
O, 4.4268, 8.9812, 26.0416
O, 10.8376, -5.9937, 21.5785
O, 4.9848, -2.467, 18.8296
O, 4.2951, 6.3411, 20.2796
O, 2.5064, 5.3713, 21.8606
O, -1.9257, -4.4519, 24.2664
O, 0.0886, -4.1201, 19.6212
O, 8.6781, 0.3183, 27.6292
O, 8.5191, 10.6121, 24.3978
O, -0.638, 4.3777, 25.1545
O, 7.4664, -3.1988, 19.4368
O, 11.4972, -4.6722, 23.685
O, 8.7602, -5.4321, 19.9022
O, 5.2596, 1.9993, 23.4884
O, 4.0131, 3.7194, 20.279
O, 6.9644, -1.9536, 25.7261
O, 2.1458, 8.0716, 26.7577
O, 9.469, -3.7073, 21.7462
O, 4.0979, 0.1306, 20.0566
O, 13.1356, 5.4512, 25.8862
O, 16.9198, -1.3703, 28.1361
O, 11.1864, 11.841, 28.176
O, 12.3572, 5.9791, 28.3167
O, -3.2643, 8.4435, 23.1968
O, 19.267, 3.909, 26.9369
O, 2.5802, 1.0498, 24.1483
O, 1.6255, 3.8883, 23.7367
O, 5.9993, -0.448, 23.7586
O, 2.722, -0.0135, 26.5388
O, 4.8787, -0.8046, 30.3993
O, 5.9773, -6.2924, 27.7849
O, 5.354, 6.201, 29.7973
O, 0.2015, 0.1121, 23.5828
O, 2.2464, -1.4894, 24.4451
O, 2.1764, 10.5109, 21.9751
O, 2.1574, 2.7219, 26.0811
O, -4.6396, 11.8572, 21.3579
O, 7.2392, 0.2371, 29.8258
O, 17.9574, 8.6798, 30.5176
O, 6.8581, 13.0721, 28.2087
O, 9.171, 12.8987, 29.5335
O, -0.322, 10.2764, 26.031
O, 6.104, 0.619, 32.2516
O, 10.9171, 3.8856, 27.6478

Results
free energy: -134613.363 eV
free energy less fixed offsets of O -570.45, Si -639.56 eV per atom: 8.157 eV

Forces (eV/angstrom), in the order of the atoms: element, x, y, z
Si, -0.0095, -0.0098, 0.0018
Si, 0.0003, 0.0013, 0.0016
Si, 0.0003, -0.0012, -0.0006
Si, -0.0039, -0.0025, -0.0013
Si, -0.0002, -0.0075, 0.0073
Si, -0.0099, -0.0013, -0.007
Si, 0.0017, -0.0031, -0.0029
Si, 0.0015, 0.0068, -0.0022
Si, 0.0044, 0.0061, 0.0065
Si, 0.0013, -0.0002, 0.0012
Si, -0.0034, -0.0022, -0.0012
Si, 0.0105, 0.0072, 0.0046
Si, -0.0025, -0.0037, 0.0012
Si, 0.0056, 0.0038, 0.0056
Si, 0.0028, 0.0002, 0.0006
Si, 0.0008, -0.0006, -0.0002
Si, -0.002, -0.0003, -0.0025
Si, 0.0002, 0.0004, 0.0009
Si, 0.0002, -0.0008, 0.0015
Si, 0.0013, -0.0016, -0.0004
Si, 0.0014, 0.0006, 0.0005
Si, 0.0002, -0.0008, 0
Si, -0.0001, 0.0003, -0.0034
Si, 0.0002, 0.0014, 0.0023
Si, 0.0013, 0.0015, -0.0001
Si, 0.0007, -0.0005, 0.0003
Si, -0.001, -0.0014, -0.0007
Si, -0.0007, -0.0014, -0.0005
Si, 0.0003, -0.0013, -0.0007
Si, 0.0003, -0.0009, -0.0006
Si, 0.0006, 0.0012, 0.0004
Si, 0.0014, 0.0002, -0.0002
Si, 0.0013, 0.0001, -0.0004
Si, 0, -0.001, -0.0009
Si, -0.0016, -0.0009, 0.0004
Si, 0.0004, 0.002, -0.0005
Si, 0.0002, 0.0004, -0.0001
Si, 0.0005, 0.0015, 0.0001
Si, 0.0011, -0.0005, -0.0004
Si, 0, -0.0005, 0.0001
Si, 0.0002, 0, 0.0003
Si, 0.0006, 0.0006, -0.0002
Si, 0.0007, -0.0006, -0.0006
Si, 0.0008, -0.0005, 0
Si, 0.0006, -0.0008, -0.0008
Si, 0.0013, -0.0004, -0.0003
Si, 0.0002, 0.0015, 0.0002
Si, 0, 0.0019, -0.0008
Si, -0.0011, 0.0004, -0.0001
Si, 0.001, -0.0002, -0.0014
Si, 0.0007, 0.0003, -0.0001
Si, 0.001, 0.0002, 0.0009
Si, 0.0006, -0.0007, 0.0001
Si, 0.0011, -0.0004, 0.0006
Si, 0.0003, -0.0002, 0.0009
Si, 0.0008, -0.0006, -0.0005
Si, -0.0011, -0.0016, -0.0007
Si, -0.0007, -0.0008, -0.0003
Si, 0.0012, 0.0018, -0.0003
Si, 0.0003, -0.0004, 0.0003
Si, 0.0011, 0.0007, 0.0013
Si, 0.0011, -0.001, 0.0008
Si, -0.0008, 0.0006, -0.0017
Si, -0.0004, -0.0003, -0.001
Si, -0.002, -0.0027, -0.0017
Si, 0.0011, -0.0007, -0.0007
Si, 0.0034, -0.0026, -0.0006
Si, 0.0013, 0.0003, 0.0005
Si, 0.0031, -0.0003, 0
Si, 0.0014, 0.0023, 0.0004
Si, -0.0018, 0.0002, 0.0029
Si, 0.0005, 0.0009, 0.0007
Si, -0.001, 0.0013, 0.0016
Si, -0.0001, -0.0014, -0.0008
Si, 0.0013, 0.0048, 0.0034
Si, 0.0009, 0.0012, 0
Si, -0.0056, 0.0007, 0.0003
Si, -0.0079, 0.0003, -0.0005
Si, -0.001, -0.0041, -0.0012
Si, 0.0038, 0.0083, 0.0027
Si, 0.0059, -0.0019, -0.0027
Si, 0.0005, 0.0018, -0.0016
Si, -0.0097, -0.0005, -0.0016
Si, 0.023, 0.0092, 0.0174
Si, 0.0055, 0.0071, 0.0018
Si, 0.0036, -0.0018, -0.0043
Si, 0.0055, 0.0019, 0.0016
Si, 0.0015, -0.002, 0.0013
Si, -0.0004, 0.0063, 0.0032
Si, 0, 0.0019, 0.0022
Si, 0.0059, 0.003, 0.0092
Si, -0.0127, -0.0135, -0.0062
Si, -0.0056, -0.0031, -0.0059
Si, -0.0004, -0.0026, 0.0111
Si, -0.004, 0.0016, -0.0048
Si, -0.0044, -0.0041, -0.0002
Si, -0.0037, 0.0018, 0.0014
Si, 0, 0.0021, -0.0022
Si, 0.0024, 0.0011, 0.0022
Si, 0.0001, -0.0007, 0.0019
Si, 0.0004, -0.0005, -0.0002
Si, 0.0005, -0.0003, 0.0022
Si, -0.0009, 0.0018, 0.0015
Si, -0.0019, 0.0025, 0.0031
Si, -0.0069, -0.0031, 0.0008
Si, 0.001, 0.0018, -0.0008
Si, -0.0007, 0.0013, -0.0002
Si, -0.0031, -0.001, -0.001
Si, -0.0005, -0.0007, -0.0016
Si, -0.0021, 0.0003, 0.0027
Si, -0.0013, -0.0002, 0.0012
Si, -0.0005, -0.0001, 0.0005
Si, -0.0006, 0.0089, -0.0078
Si, 0.0015, -0.0017, 0.0016
Si, 0.0008, 0.0006, 0.0031
Si, 0.0011, -0.002, -0.0003
Si, 0.0019, 0.0004, -0.001
Si, 0.0003, -0.0006, -0.0012
Si, -0.0002, -0.0014, 0.0003
Si, 0.0013, 0.0008, 0.0012
Si, 0, 0.0014, -0.0006
Si, 0.0007, 0.0015, 0.0017
Si, -0.0019, 0.0036, -0.0003
Si, -0.0033, 0.002, -0.0037
Si, -0.0022, 0, 0.0012
Si, 0.0004, 0.0004, -0.0033
Si, -0.0018, -0.0025, 0.0021
Si, -0.002, -0.003, -0.001
Si, -0.0004, 0.0017, -0.0007
Si, 0.0005, 0.0011, 0.0009
Si, -0.0004, -0.0002, 0.0004
Si, -0.0013, 0.001, -0.0005
O, -0.001, 0.0032, -0.0063
O, 0.0082, -0.0042, -0.001
O, -0.0004, 0.0023, -0.0007
O, 0, 0.0006, 0.0002
O, 0.0018, 0.0006, 0.001
O, -0.0004, -0.0002, 0.0001
O, 0.003, -0.0002, 0.0023
O, -0.0005, 0.0016, -0.0024
O, -0.0016, 0.0038, -0.0023
O, 0.0008, 0.0006, 0.0001
O, -0.0002, 0.0003, 0.0007
O, -0.0047, -0.0056, 0.0005
O, 0.0016, -0.0003, 0.0007
O, 0.0034, -0.001, 0.0001
O, -0.0028, -0.0022, 0.0033
O, 0.0043, 0.0011, 0.0011
O, -0.0059, -0.0016, -0.0098
O, -0.0003, -0.0007, -0.0016
O, 0.0003, -0.0012, 0.0002
O, -0.0004, 0.002, -0.0083
O, 0.0053, -0.0023, -0.0093
O, -0.0011, -0.0008, -0.0015
O, 0.0019, 0.0001, -0.0006
O, 0.0061, 0.003, 0.0008
O, 0.0029, 0.0017, 0.0028
O, 0.0015, 0.001, -0.0039
O, -0.0023, -0.001, -0.001
O, 0.0052, -0.0086, -0.0041
O, -0.001, 0.0007, -0.0007
O, -0.0022, 0.0018, -0.0014
O, -0.0021, -0.0029, -0.0041
O, -0.0014, -0.0022, 0.008
O, 0, -0.0108, -0.0015
O, 0.0034, 0.0017, -0.002
O, -0.0004, -0.0008, -0.0003
O, 0.0023, 0.0004, -0.0012
O, -0.0021, 0.0018, -0.0019
O, 0.0018, 0.0022, 0.0004
O, -0.0008, 0.0013, -0.0025
O, 0.0023, 0.0019, -0.0032
O, -0.0022, -0.0001, -0.0007
O, -0.0006, 0.0027, 0.0011
O, -0.0004, -0.0023, -0.0031
O, -0.0015, 0.0012, -0.0019
O, -0.0008, 0.0001, -0.0006
O, -0.0006, 0.0003, -0.0007
O, 0, 0, 0.0035
O, 0.001, 0.0017, 0.0002
O, -0.0002, 0.001, 0.0001
O, -0.0004, 0.0005, -0.0004
O, -0.0009, 0.0012, 0.0001
O, 0.0014, 0.0007, 0.0001
O, -0.0002, -0.0006, -0.0003
O, 0.0016, -0.0001, 0.0004
O, 0.0005, -0.001, -0.0023
O, 0.0011, 0, -0.0009
O, 0.0008, -0.0007, 0.0006
O, -0.0003, 0.0003, 0.0012
O, 0.0002, 0.0017, 0.0007
O, -0.0003, 0.0004, 0.0004
O, -0.0006, -0.0012, 0.001
O, -0.0005, -0.0002, -0.0011
O, -0.0012, -0.0003, -0.0006
O, 0.0004, -0.001, -0.0005
O, -0.0001, 0.0011, 0.0016
O, 0.0015, 0.0008, 0.0011
O, 0.0007, -0.0016, 0.0021
O, -0.0006, -0.0016, -0.0013
O, 0.0018, 0.0004, -0.0005
O, -0.0004, -0.0021, -0.0011
O, 0.0002, -0.0006, 0.0007
O, -0.0006, 0.0011, -0.0002
O, 0.0003, -0.0017, -0.0004
O, 0.0001, -0.0015, -0.0024
O, -0.0003, 0.0012, 0.0008
O, 0.0008, 0.0006, 0.0005
O, -0.0001, 0.0012, 0
O, -0.0008, -0.0004, -0.0005
O, -0.0027, -0.0006, 0.0002
O, -0.0013, 0.0011, 0.0001
O, 0, 0.0022, 0.0017
O, 0.0005, 0.0007, 0.0016
O, 0, -0.002, 0
O, 0.0002, 0.0001, 0.0019
O, -0.0013, 0.0014, 0.0022
O, -0.0023, 0.0001, 0.0021
O, 0.0018, 0.0038, -0.0035
O, 0.0005, -0.0011, 0.0026

The program warned: the cutoff lies below the one the program advises for these potential files; the forces do not sum to zero within the program's tolerance; empty levels may hold ghost states of the PAW files; the exchange-correlation potential is rough where the density is thin.
